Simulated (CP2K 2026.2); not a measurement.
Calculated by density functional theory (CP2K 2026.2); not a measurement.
Periodic cell of 501 atoms, Si352O149, from a study of silicon, its oxide and their interface. The atomic structure is a simulated model.
Doubt: the forces sum to 2.39 eV/angstrom along one axis rather than to zero, so they err by at least 0.0048 eV/angstrom per atom on average; the grid cutoff is modest.

Settings
functional: PBE
method: Gaussian and plane waves
basis set: DZVP-MOLOPT-SR-GTH
pseudopotentials: GTH-PBE
grid cutoff: 350 Ry, relative cutoff 50 Ry
k points: Gamma only
occupations: fixed
spin: none
net charge: 0

Cell vectors (angstrom)
a 15.3866 0 0
b 0 15.3866 0
c -5.0329 -0.9764 37.8538

Atoms and the computed forces on them: element, x, y, z (angstrom), force x, y, z (eV/angstrom)
Si 10.363 -0.67 31.808 0.024 -0.136 0.822
Si 10.42 2.449 31.818 0.043 0.164 0.887
Si 10.584 7.011 31.688 -0.161 -0.173 0.772
Si 10.362 10.155 31.663 0.053 0.191 0.824
Si -1.102 14.564 31.816 -0.089 -0.084 0.699
Si -1.026 2.333 31.773 -0.089 0.189 0.79
Si -1.15 7.491 31.894 0.11 0.26 0.643
Si -1.162 9.972 31.936 0.038 -0.322 0.63
Si 2.532 13.687 31.59 0.142 -0.247 0.691
Si 2.754 3.372 31.858 -0.036 -0.108 0.793
Si 2.777 6.51 31.871 -0.108 0.082 0.687
Si 2.629 11.17 31.77 -0.041 0.307 0.599
Si 6.504 13.759 31.682 -0.003 -0.216 0.717
Si 6.524 3.278 31.749 0.06 -0.172 0.809
Si 6.52 6.422 31.757 0.137 0.143 0.747
Si 6.565 11.303 31.785 -0.046 0.259 0.761
Si -3.076 14.391 33.088 -0.017 0.021 -0.024
Si -2.99 2.777 33.047 -0.015 -0.02 -0.076
Si -3.002 6.808 33.155 -0.04 0.001 -0.062
Si -3.13 10.486 33.096 -0.025 -0.02 -0.058
Si 0.821 14.328 33.112 0.017 0.003 -0.028
Si 0.826 2.863 33.11 -0.01 0 -0.018
Si 0.779 6.8 33.089 -0.043 -0.026 -0.022
Si 0.778 10.576 33.138 0.001 -0.01 0.028
Si 4.523 14.334 32.853 0.006 0.013 -0.09
Si 4.658 2.963 33.138 0.012 0.01 -0.086
Si 4.681 6.719 33.184 0.004 -0.003 -0.019
Si 4.608 10.686 32.992 -0.007 -0.019 -0.053
Si 8.387 14.387 33.022 -0.011 0.005 -0.006
Si 8.459 2.85 33.042 0.018 -0.01 -0.032
Si 8.55 6.706 32.929 0.007 -0.009 -0.029
Si 8.459 10.58 33.023 -0.02 -0.031 -0.017
Si -3.039 0.911 34.478 0.004 -0.004 0.06
Si -3.015 4.768 34.359 -0.024 -0.016 0.011
Si -3.099 8.658 34.569 0.036 0.021 0.038
Si -3.093 12.451 34.409 -0.012 -0.002 0.007
Si 0.876 0.913 34.434 -0.022 0.01 0.025
Si 0.721 4.828 34.423 0.042 0.001 0.004
Si 0.863 8.666 34.506 0.002 0.004 0.004
Si 0.717 12.468 34.519 -0.001 -0.01 0.004
Si 4.603 0.902 34.286 0.01 0.013 0.003
Si 4.661 4.824 34.557 -0.009 -0.003 0.065
Si 4.646 8.731 34.376 -0.013 -0.014 0.015
Si 4.586 12.543 34.426 0.005 0.003 0.038
Si 8.39 0.925 34.399 0.023 0.019 0.019
Si 8.528 4.807 34.367 0.015 0 0.025
Si 8.444 8.621 34.356 0.018 -0.006 0.003
Si 8.527 12.487 34.42 -0.01 -0.002 -0.016
Si 10.361 0.932 35.756 0.007 -0.004 -0.012
Si 10.437 4.79 35.737 -0.002 -0.002 0
Si 10.326 8.641 35.818 -0.004 -0.001 -0.009
Si 10.406 12.488 35.81 0.001 0.016 0.009
Si -1.088 0.925 35.788 -0.01 0.005 -0.029
Si -1.159 4.795 35.806 0.013 0.012 -0.001
Si -1.11 8.665 35.831 -0.017 0.008 -0.012
Si -1.204 12.478 35.832 0.011 -0.001 0.008
Si 2.767 0.929 35.784 -0.007 0.012 0.017
Si 2.67 4.813 35.799 0.008 -0.015 -0.015
Si 2.775 8.668 35.827 -0.001 -0.019 0.027
Si 2.685 12.49 35.818 0.014 0 0.002
Si 6.488 0.925 35.745 -0.004 0.01 0.009
Si 6.628 4.812 35.807 -0.023 -0.012 -0.01
Si 6.552 8.659 35.758 0.008 -0.025 0.002
Si 6.557 12.501 35.746 -0.017 0.008 -0.003
Si 10.393 14.419 37.151 -0.006 0.005 0.002
Si 10.395 2.866 37.111 0.007 0.001 -0.005
Si 10.391 6.7 37.14 0.004 -0.01 0.009
Si 10.374 10.566 37.169 0.011 -0.002 0.004
Si -1.148 14.41 37.17 0.006 -0.004 0.003
Si -1.126 2.858 37.143 -0.006 -0.007 0.015
Si -1.141 6.723 37.162 -0.007 0.01 0.014
Si -1.146 10.57 37.197 0.009 -0.014 0.011
Si 2.713 14.412 37.165 0.018 -0.004 0.015
Si 2.714 2.871 37.135 0.004 0.006 0.014
Si 2.722 6.728 37.166 -0.012 0.004 0.007
Si 2.724 10.579 37.185 0.001 0.002 0.015
Si 6.546 14.407 37.131 0.001 -0.002 0.009
Si 6.554 2.859 37.121 -0.008 -0.002 0.01
Si 6.566 6.74 37.147 -0.005 0.001 0.008
Si 6.559 10.581 37.125 -0.013 0.003 0.006
Si 1.953 -0.006 11.582 0.004 -0.02 -0.012
Si 1.971 3.831 11.554 0.005 0.02 -0.026
Si 1.989 7.668 11.524 -0.014 -0.017 -0.012
Si 1.97 11.58 11.534 0.002 0.003 -0.015
Si 5.813 -0.043 11.58 -0.015 0.008 -0.001
Si 5.804 3.873 11.546 -0.009 0.002 -0.01
Si 5.814 7.664 11.51 0.005 -0.007 -0.014
Si 5.822 11.602 11.553 -0.005 0.002 0.007
Si 9.665 -0.014 11.604 -0.009 -0.004 -0.01
Si 9.658 3.831 11.543 -0.008 -0.006 -0.008
Si 9.664 7.691 11.513 0.014 -0.008 -0.011
Si 9.662 11.585 11.559 0.008 -0.001 -0.002
Si 13.475 -0.051 11.604 0.005 0.009 -0.004
Si 13.507 3.852 11.561 0.011 0.008 0
Si 13.521 7.667 11.524 0 -0.001 -0.014
Si 13.512 11.595 11.582 0.013 -0.006 0.015
Si 1.979 1.922 12.934 -0.019 -0.009 0.047
Si 1.989 5.751 12.911 0.01 -0.008 -0.002
Si 2.036 9.624 12.815 -0.022 0.026 0.01
Si 1.89 13.466 12.959 -0.007 0.004 -0.019
Si 5.782 1.923 12.853 0.036 0.008 -0.034
Si 5.776 5.784 12.94 0.011 -0.013 0.023
Si 5.858 9.621 12.792 0.009 0.01 -0.037
Si 5.826 13.464 13.034 0.024 -0.007 0.042
Si 9.628 1.925 12.941 0.008 0.014 0.015
Si 9.686 5.767 12.865 -0.016 0.006 0
Si 9.634 9.63 12.844 0.002 -0.004 -0.003
Si 9.701 13.464 13.008 0.006 0.023 -0.003
Si 13.444 1.906 12.886 -0.03 0.013 0
Si 13.552 5.774 12.938 -0.008 0.002 -0.008
Si 13.538 9.614 12.825 0.005 0 -0.053
Si 13.475 13.46 13.079 -0.02 -0.017 0.017
Si -0.016 1.878 14.194 -0.009 -0.01 -0.016
Si 0.108 5.765 14.311 -0.005 -0.009 -0.025
Si 0.109 9.608 14.119 -0.027 -0.026 -0.026
Si 0.021 13.446 14.457 0.061 0.012 -0.004
Si 3.939 1.956 14.285 0.02 0.011 0.028
Si 3.849 5.747 14.356 0.037 -0.012 -0.009
Si 3.982 9.597 14.139 0.013 0.001 0.015
Si 3.799 13.486 14.302 -0.001 -0.003 -0.029
Si 7.65 1.916 14.239 0.002 0.004 -0.023
Si 7.761 5.798 14.201 -0.004 0.002 -0.048
Si 7.71 9.634 14.21 -0.009 -0.02 0.015
Si 7.817 13.449 14.406 -0.023 -0.001 -0.016
Si 11.551 1.929 14.307 0.002 0 -0.032
Si 11.599 5.762 14.243 0.017 -0.01 -0.02
Si 11.587 9.64 14.114 0.026 -0.021 -0.011
Si 11.554 13.457 14.516 -0.027 0 0.009
Si -0.012 0.086 15.739 -0.054 -0.023 0.076
Si 0.042 3.766 15.561 -0.086 0.029 0.031
Si 0.22 7.765 15.563 0.007 -0.023 0.046
Si 0.029 11.378 15.659 -0.065 0.021 0.115
Si 3.815 0.054 15.656 0.034 -0.067 0.064
Si 3.893 3.809 15.776 -0.028 0.037 0.033
Si 3.923 7.759 15.605 0.022 -0.06 0.035
Si 3.89 11.473 15.518 0.014 0.063 0.005
Si 7.694 0.066 15.702 -0.01 -0.03 0.028
Si 7.658 3.878 15.521 0.023 0.022 0.013
Si 7.776 7.717 15.556 0.003 -0.032 0.013
Si 7.817 11.438 15.73 0.013 0.03 0.053
Si 11.515 0.099 15.833 -0.009 0.013 0.072
Si 11.577 3.883 15.646 -0.019 0.003 0.016
Si 11.601 7.747 15.464 0.028 -0.014 0.032
Si 11.57 11.362 15.725 0.062 0.016 0.12
Si 1.923 0.696 16.938 0.032 0.062 -0.052
Si 1.88 3.204 16.891 0.086 -0.039 0.019
Si 2.092 8.35 16.975 -0.043 -0.006 0.019
Si 2.023 10.817 16.787 -0.033 -0.372 -0.608
Si 5.737 -0.354 16.955 -0.049 0.249 -0.746
Si 5.893 4.268 17.033 -0.17 -0.267 -0.762
Si 5.864 7.443 16.908 0.031 0.174 -0.749
Si 5.784 11.846 16.861 0.089 -0.241 -0.838
Si 9.529 0.616 17.083 0.094 -0.21 -0.819
Si 9.556 3.744 16.839 0.117 0.099 -0.685
Si 9.712 8.112 16.819 0.019 -0.028 -0.022
Si 9.708 10.586 17.01 -0.101 -0.164 -0.67
Si -1.915 0.497 17.123 -0.043 -0.178 -0.841
Si -1.854 3.625 16.939 -0.056 0.148 -0.738
Si -1.793 8.226 16.619 -0.097 0.209 -0.605
Si -1.885 10.608 16.871 0.078 -0.015 -0.832
Si 9.31 11.996 24.457 -0.071 -0.095 0.04
Si 1.952 6.581 25.689 -0.072 0.043 -0.007
Si 6.842 10.148 24.105 -0.034 0.045 -0.006
Si 8.702 2.51 21.62 -0.121 0 -0.026
Si 3.934 5.249 20.466 0.073 0.074 -0.049
Si 1.699 4.327 18.959 -0.071 -0.132 -0.667
Si 1.441 12.317 19.476 0.065 -0.025 -0.078
Si 5.006 0.596 19.835 0.016 -0.023 -0.211
Si 6.086 9.716 19.108 0.013 0.036 -0.205
Si 9.769 7.689 21.109 -0.051 -0.056 -0.059
Si 9.056 10.43 19.954 -0.05 0.131 -0.195
Si 1.927 9.752 21.275 0.057 -0.076 -0.202
Si 4.729 10.588 21.727 0.006 0.032 -0.032
Si -3.287 12.464 25.304 0.17 -0.057 -0.018
Si -2.24 8.061 23.953 0.065 0.122 -0.185
Si -2.54 14.501 19.895 0.009 0.038 -0.168
Si 7.974 7.332 23.755 -0.013 0.046 -0.16
Si 7.078 4.942 27.266 -0.137 -0.019 0.14
Si 0.159 0.301 24.614 0.031 -0.057 0.049
Si 11.747 1.668 23.981 0.116 -0.071 0.019
Si 8.649 12.677 27.447 -0.064 -0.012 0.165
Si 6.076 4.975 24.542 0.03 0.019 0.054
Si -0.711 10.357 22.456 -0.087 -0.042 0.008
Si 2.027 0.011 19.181 -0.049 -0.039 -0.664
Si 0.549 2.151 20.768 0.092 0.034 -0.126
Si 9.935 6.377 18.446 -0.109 0.478 -0.468
Si 4.66 -0.005 24.132 -0.094 -0.002 0
Si 8.565 12.985 21.774 -0.001 -0.022 -0.14
Si -2.262 6.129 18.771 0.032 -0.025 -0.218
Si 7.118 1.962 24.273 0.076 0.055 -0.037
Si -1.557 11.718 19.752 0.075 -0.102 -0.071
Si 9.806 -0.03 20.056 -0.016 -0.036 -0.146
Si 11.096 4.23 22.887 0.059 -0.039 0.045
Si 6.465 -0.719 28.543 -0.029 -0.059 0.236
Si -1.446 3.345 28.925 -0.072 -0.075 0.18
Si 6.901 10.421 28.706 -0.043 0.038 0.155
Si 9.683 1.742 25.785 -0.106 -0.033 0.061
Si -2.784 6.334 21.615 -0.05 0.063 -0.1
Si -0.444 8.254 26.456 0.087 0.077 0.065
Si 1.023 4.791 28.001 0.102 -0.008 0.159
Si 2.388 1.97 23.388 -0.09 0.076 -0.107
Si 1.781 -0.473 28.632 0.024 -0.054 0.279
Si 2.326 7.315 19.155 -0.076 0.238 -0.562
Si -0.98 0.461 27.598 0.116 0.046 0.133
Si 3.146 5.016 23.444 -0.041 -0.124 -0.088
Si -1.005 11.358 26.884 -0.102 -0.035 0.061
Si 5.445 13.511 21.804 -0.062 0.022 -0.145
Si 4.948 10.884 26.466 -0.023 0.024 0.038
Si 10.58 6.668 24.779 0.202 0.003 0.052
Si 11.062 4.586 29.632 0.224 0.038 0.29
Si 11.798 -0.074 26.366 0.049 0.126 0.067
Si 10.752 12.475 29.61 -0.061 -0.108 0.232
Si 9.993 4.658 26.778 0.098 -0.022 -0.022
Si -1.489 12.181 29.742 0.038 -0.062 0.291
Si -0.478 12.738 24.365 -0.11 0.019 -0.029
Si -1.66 0.866 22.089 0.039 -0.035 -0.102
Si -0.079 7.184 29.246 -0.021 -0.037 0.119
Si 2.947 2.419 28.949 -0.004 0.023 0.177
Si 6.08 2.347 28.806 -0.077 0.023 0.198
Si 3.83 8.261 27.22 0.065 0.057 0.07
Si 3.936 13.811 26.784 0.1 0.005 0.059
Si 2.266 8.8 29.808 0.101 0.038 0.239
Si 6.475 7.522 28.841 -0.042 -0.026 0.121
Si 6.22 3.398 20.06 -0.09 -0.011 -0.213
Si 1.959 0.015 0.666 -0.001 -0.003 -0.001
Si 1.965 3.836 0.635 0.004 0.001 -0.009
Si 1.961 7.698 0.657 -0.003 0.014 -0.001
Si 1.95 11.53 0.675 -0.001 0.012 0.006
Si 5.817 0.001 0.667 -0.001 -0.017 0
Si 5.826 3.841 0.655 0.005 0.002 -0.006
Si 5.821 7.701 0.665 0.006 0.007 -0.002
Si 5.823 11.55 0.681 -0.004 0.013 0.008
Si 9.671 -0.007 0.662 -0.004 -0.018 0.002
Si 9.671 3.863 0.645 -0.001 -0.001 -0.009
Si 9.679 7.688 0.665 0.003 -0.009 0
Si 9.686 11.549 0.667 -0.006 -0.004 0.003
Si 13.498 0.005 0.649 0.008 -0.002 0.003
Si 13.51 3.837 0.636 -0.007 -0.01 -0.008
Si 13.513 7.693 0.663 -0.006 0.005 -0.005
Si 13.491 11.556 0.668 0.009 0.012 0.003
Si 1.962 1.933 2.023 -0.001 -0.004 0.009
Si 1.967 5.763 2.006 -0.004 -0.002 -0.014
Si 1.96 9.611 2.034 -0.004 0.001 0.005
Si 1.96 13.468 2.019 0 -0.002 0.002
Si 5.815 1.925 2.022 -0.015 0.002 0
Si 5.824 5.769 2.018 0.006 0 0.002
Si 5.815 9.62 2.031 -0.008 -0.002 0.002
Si 5.821 13.472 2.037 0.013 -0.002 0.005
Si 9.668 1.931 2.004 0.011 0.001 -0.007
Si 9.672 5.77 2.028 0 0 0.008
Si 9.673 9.618 2.02 -0.004 0.003 -0.002
Si 9.673 13.466 2.034 0.011 0.003 0.007
Si 13.51 1.926 2.011 0.007 -0.001 0
Si 13.502 5.76 2.012 -0.017 0.003 0.003
Si 13.51 9.622 2.019 0.009 -0.006 0.003
Si 13.5 13.476 2.026 -0.004 0.002 0.006
Si 0.039 1.926 3.38 0.002 -0.006 0.001
Si 0.044 5.765 3.374 -0.002 -0.005 -0.001
Si 0.038 9.619 3.39 0 0.016 0.002
Si 0.041 13.47 3.383 -0.005 0.005 0
Si 3.889 1.928 3.378 0 -0.003 -0.001
Si 3.891 5.767 3.376 0.005 -0.001 0.001
Si 3.889 9.618 3.388 -0.002 0.008 -0.002
Si 3.886 13.468 3.383 0.004 0.003 -0.005
Si 7.746 1.926 3.372 -0.002 -0.007 -0.006
Si 7.743 5.771 3.387 0.01 -0.001 0.005
Si 7.745 9.619 3.38 -0.004 0.001 0.001
Si 7.746 13.467 3.391 0.004 -0.004 0
Si 11.587 1.929 3.372 0.005 0.004 0
Si 11.591 5.767 3.391 -0.01 -0.009 0.007
Si 11.591 9.617 3.386 0.004 -0.006 -0.001
Si 11.588 13.47 3.398 -0.006 0.002 -0.001
Si 0.041 0.006 4.744 0.004 0.004 0
Si 0.043 3.844 4.744 -0.009 -0.012 0.001
Si 0.042 7.69 4.743 -0.008 0.01 -0.003
Si 0.041 11.545 4.745 0.005 -0.002 -0.003
Si 3.887 0.006 4.742 -0.004 0.007 -0.003
Si 3.89 3.844 4.744 0.002 -0.017 0
Si 3.891 7.692 4.744 0.002 0.014 -0.001
Si 3.889 11.545 4.746 -0.001 -0.005 -0.001
Si 7.744 0.01 4.743 0.002 0.002 -0.003
Si 7.741 3.841 4.743 0 -0.006 -0.002
Si 7.743 7.699 4.746 -0.001 0.005 -0.002
Si 7.742 11.54 4.746 -0.001 -0.002 -0.004
Si 11.585 0.013 4.746 0.002 0 -0.001
Si 11.587 3.84 4.747 0.001 -0.001 -0.002
Si 11.589 7.695 4.749 0.003 0.001 -0.004
Si 11.589 11.54 4.75 0.004 0.002 -0.003
Si 1.964 0.008 6.104 0.002 -0.009 -0.005
Si 1.966 3.834 6.107 0 0.008 0.003
Si 1.966 7.698 6.107 -0.006 -0.008 0.004
Si 1.964 11.544 6.106 -0.008 0.012 0.001
Si 5.816 0.009 6.097 0.002 -0.009 -0.007
Si 5.816 3.834 6.104 0.003 0.007 0.002
Si 5.816 7.699 6.106 0.003 -0.009 0.006
Si 5.816 11.544 6.104 0.001 0.01 0.001
Si 9.664 0.012 6.108 0.006 0.004 0.001
Si 9.663 3.834 6.107 0.008 0.001 0.002
Si 9.665 7.702 6.111 0.002 -0.006 0.004
Si 9.663 11.539 6.109 -0.005 -0.002 0
Si 13.507 0.006 6.106 0.004 0.003 0.001
Si 13.508 3.84 6.109 -0.005 0.001 0.004
Si 13.511 7.694 6.113 -0.009 -0.006 0.005
Si 13.51 11.545 6.113 0.005 0.001 0.003
Si 1.964 1.915 7.487 -0.006 -0.019 0.007
Si 1.964 5.764 7.452 0.003 0.001 0.003
Si 1.966 9.626 7.475 0 0.018 0.001
Si 1.96 13.472 7.459 0.008 0.004 -0.004
Si 5.813 1.915 7.48 -0.001 -0.013 -0.002
Si 5.817 5.763 7.451 0.003 -0.003 0
Si 5.817 9.626 7.472 -0.006 0.008 0.002
Si 5.818 13.475 7.455 -0.003 0.007 -0.006
Si 9.661 1.92 7.49 0 0 0.006
Si 9.666 5.765 7.451 -0.006 -0.002 -0.002
Si 9.664 9.625 7.484 0.007 0.004 0.002
Si 9.664 13.47 7.457 -0.003 -0.006 -0.004
Si 13.506 1.919 7.479 0.003 0.003 -0.003
Si 13.509 5.764 7.466 0 -0.002 -0.001
Si 13.512 9.622 7.474 0.005 0 -0.002
Si 13.506 13.473 7.469 -0.003 0.002 0
Si 0.034 1.911 8.85 -0.007 0.004 -0.001
Si 0.049 5.756 8.821 -0.007 -0.001 -0.004
Si 0.043 9.627 8.843 -0.014 -0.001 0.002
Si 0.043 13.48 8.829 0.015 -0.003 0.002
Si 3.892 1.905 8.851 0.009 0.007 0.007
Si 3.89 5.759 8.802 0 -0.004 -0.008
Si 3.893 9.635 8.835 -0.007 -0.003 0.004
Si 3.889 13.477 8.805 0.006 0 -0.005
Si 7.733 1.912 8.854 0 0.002 0.009
Si 7.743 5.757 8.802 0.007 0 -0.007
Si 7.736 9.632 8.846 0.002 -0.003 0.01
Si 7.742 13.483 8.813 -0.004 -0.001 -0.002
Si 11.589 1.911 8.852 0.016 0.001 -0.001
Si 11.581 5.763 8.818 -0.009 -0.002 -0.009
Si 11.594 9.632 8.843 0.007 -0.006 0.005
Si 11.578 13.467 8.825 -0.005 0.008 0.004
Si 0.021 -0.009 10.229 0.007 0.018 0.004
Si 0.043 3.841 10.198 0.002 -0.013 -0.001
Si 0.058 7.678 10.175 -0.001 0.015 -0.007
Si 0.037 11.569 10.195 0.014 -0.013 -0.006
Si 3.884 -0.031 10.215 -0.002 0.002 -0.002
Si 3.887 3.849 10.182 0 -0.017 0.001
Si 3.896 7.681 10.154 0.008 0.021 -0.003
Si 3.899 11.582 10.184 -0.008 -0.003 -0.008
Si 7.742 -0.017 10.223 0.018 0.01 0.001
Si 7.732 3.853 10.188 0.003 -0.001 -0.001
Si 7.741 7.671 10.161 -0.007 0.007 -0.005
Si 7.743 11.585 10.19 0.004 -0.016 -0.005
Si 11.573 -0.022 10.215 -0.007 0.007 0.005
Si 11.586 3.848 10.192 -0.005 0.005 0.009
Si 11.594 7.686 10.171 -0.012 0.009 -0.013
Si 11.593 11.566 10.207 -0.018 -0.028 -0.006
O 1.616 2.064 21.976 0.07 0.227 0.19
O 0.159 -0.33 28.463 -0.347 -0.013 0.377
O 9.25 13.059 23.238 0.1 0.622 0.016
O 2.119 11.704 18.156 0.319 0.078 -0.03
O 10.882 11.603 24.658 0.216 -0.54 -0.238
O 5.689 0.445 18.372 0.124 0.517 0.266
O 6.196 3.495 18.438 0.092 -0.39 0.002
O 5.854 5.872 17.391 -0.025 0.081 0.306
O 3.111 5.308 21.857 -0.446 0.296 -0.047
O 5.664 11.006 18.242 -0.125 -0.043 0.271
O 6.43 3.419 24.305 -0.13 -0.161 -0.291
O -0.361 0.556 26.111 -0.032 0.026 -0.082
O 9.563 2.221 17.475 0.016 -0.047 0.249
O -1.981 10.802 18.499 -0.059 -0.193 0.285
O 9.352 4.927 17.967 -0.583 -0.036 0.22
O 3.714 1.045 23.332 0.301 -0.102 -0.526
O 5.385 14.684 20.704 -0.028 -0.144 -0.295
O 9.265 6.753 19.878 -0.728 -0.248 0.274
O 9.336 -0.149 18.507 -0.242 -0.243 -0.053
O -1.886 2.094 17.561 -0.123 0.094 0.248
O 11.404 -0.205 20.059 0.164 0.416 0.202
O 11.44 13.845 25.817 -0.502 0.091 0.221
O -1.846 6.316 20.312 0.533 0.026 0.442
O 7.63 9.812 19.527 0.225 -0.056 0.136
O 11.286 7.273 21.478 0.005 0.363 0.065
O -0.163 12.444 19.367 -0.265 0.247 -0.203
O 6.313 7.367 30.445 -0.242 0.32 -0.126
O 0.686 3.527 19.939 -0.502 0.043 0.281
O -0.147 11.691 23.189 0.294 0.232 -0.106
O 10.184 1.396 24.27 -0.281 0.009 -0.401
O -0.986 2.093 21.279 -0.279 0.554 0.094
O 3.402 0.668 19.73 -0.087 0.501 0.112
O 5.856 10.477 22.87 0.026 0.014 0.006
O 10.103 12.734 28.159 0.352 0.089 -0.525
O 8.691 7.55 22.308 -0.308 -0.033 -0.038
O 0.669 8.514 29.813 -0.469 0.514 -0.022
O -1.714 4.74 18.136 0.034 0.043 0.337
O 6.68 10.745 30.259 -0.168 -0.022 -0.397
O 4.891 14.08 23.206 -0.335 -0.137 0.347
O 11.521 6.129 18.64 0.107 -0.318 0.202
O 10.982 5.979 30.471 0.296 -0.122 -0.056
O -1.892 -0.401 18.487 0.45 -0.153 0.185
O 5.173 9.735 20.425 -0.479 -0.419 -0.013
O 6.965 8.539 24.121 -0.323 -0.344 -0.109
O 8.444 4.89 26.415 -0.006 -0.073 -0.577
O -1.482 7.798 25.334 -0.23 -0.162 -0.052
O -0.087 12.119 25.803 0.575 0.152 0.135
O 8.348 10.758 24.013 0.229 -0.417 -0.283
O 2.186 14.311 30.095 -0.12 0.102 -0.347
O 6.522 4.85 31.271 0.089 -0.169 -0.171
O -0.842 3.223 30.421 0.242 0.453 -0.153
O 3.303 9.905 22.135 -0.015 -0.115 0.655
O 1.751 11.233 20.625 0.101 0.223 0.232
O 8.921 11.599 21.036 -0.006 -0.119 0.106
O 6.979 13.074 21.97 0.056 -0.044 0.374
O 5.503 10.794 27.984 -0.305 0.331 0.207
O -0.993 13.469 30.596 0.34 0.12 -0.479
O 10.414 3.406 30.513 -0.509 -0.025 -0.566
O 1.467 1.228 24.487 0.046 0.157 0.42
O -0.491 4.246 28.003 -0.199 0.055 -0.351
O 4.127 12.268 26.289 -0.441 -0.122 -0.309
O 2.097 3.65 28.353 0.192 0.025 -0.067
O 1.036 6.006 29.092 0.232 -0.038 0.294
O 5.865 8.367 18.254 -0.081 -0.162 0.157
O 12.146 4.798 21.807 0.217 -0.225 -0.172
O 5.086 14.142 27.882 0.008 0.078 -0.08
O 7.728 13.944 27.84 0.289 0.289 -0.084
O 2.481 13.987 27.492 -0.116 -0.283 -0.013
O 3.756 6.688 19.704 0.66 0.085 0.166
O 3.217 4.137 19.524 0.331 -0.699 0.095
O 10.366 0.62 26.77 -0.23 -0.277 0.501
O 8.768 12.626 25.844 -0.026 0.32 -0.07
O -0.731 12.029 28.325 0.425 0.088 -0.174
O -1.915 6.918 22.85 0.32 -0.08 0.235
O 7.332 8.865 28.554 0.395 -0.192 -0.071
O 1.006 7.888 25.835 0.254 0.268 0.027
O 7.872 1.844 22.844 0.05 -0.388 0.007
O 10.319 3.156 26.274 0.526 0.022 0.132
O 4.042 -0.553 25.528 -0.193 0.053 -0.132
O 4.498 2.56 28.537 -0.048 0.245 -0.224
O 2.972 7.631 30.687 0.371 0.087 -0.24
O 4.079 9.537 26.253 -0.233 -0.051 -0.446
O 0.802 0.838 19.85 -0.562 -0.095 0.008
O 2.698 8.714 28.271 -0.276 0.156 -0.254
O -1.211 10.785 30.507 -0.113 -0.211 -0.503
O 5.073 7.745 28.094 -0.181 -0.25 0.185
O 5.525 1.985 20.479 -0.064 -0.061 0.629
O -2.928 0.916 25.235 0.486 -0.099 0.035
O 10.342 13.75 30.508 -0.332 -0.015 -0.451
O 10.26 11.1 30.329 -0.49 -0.044 -0.554
O 10.394 0.892 31.294 -0.267 0.086 -0.583
O 5.954 5.225 26.143 -0.661 0.21 -0.021
O 10.446 8.578 31.16 0.144 0.055 -0.232
O 6.046 0.77 24.414 0.272 -0.229 0.378
O -2.43 -0.292 27.494 -0.258 -0.255 0.506
O 8.085 1.799 25.588 -0.399 0.145 0.403
O 9.879 3.466 22.172 -0.081 -0.191 -0.093
O -1.062 0.749 31.291 -0.257 -0.197 -0.493
O 0.374 14.109 24.276 0.306 -0.275 -0.243
O 4.598 12.181 21.39 -0.438 0.23 -0.442
O 3.374 7.02 26.307 0.299 -0.339 -0.31
O -0.855 0.765 23.465 -0.069 0.143 0.195
O 2.576 10.28 30.374 0.035 0.099 -0.421
O -1.406 1.881 28.245 -0.201 -0.078 -0.166
O 2.8 2.404 30.554 -0.16 -0.575 0.061
O 6.559 0.882 28.318 0.532 0.158 -0.596
O 2.753 4.942 31.342 -0.026 -0.083 -0.134
O 5.441 4.7 20.668 0.491 0.126 0.515
O 12.731 12.89 19.936 -0.461 -0.046 0.172
O 5.771 13.426 17.297 -0.109 -0.056 0.175
O 6.408 2.391 30.392 -0.142 -0.573 0.037
O 1.37 5.954 19.057 -0.424 0 -0.096
O 2.38 1.014 28.423 0.016 0.014 -0.593
O 9.125 7.345 24.889 -0.142 0.192 0.517
O 9.092 14.19 20.876 0.057 -0.129 -0.163
O 9.895 9.227 20.616 0.629 0.002 -0.116
O 9.377 1.373 20.701 0.244 0.035 -0.273
O -1.204 6.848 30.358 -0.463 -0.466 -0.398
O 2.744 3.489 23.811 -0.193 -0.044 0.616
O -1.618 -0.447 21.154 0.392 -0.437 0.05
O -2.566 11.563 26.452 -0.53 -0.554 0.419
O 12.192 1.105 22.539 -0.292 0.044 -0.457
O 7.161 6.173 28.303 0.598 0.068 0.149
O 6.484 14.298 30.125 0.154 -0.012 -0.173
O -0.748 7.417 27.805 -0.509 -0.299 -0.22
O 6.852 3.539 28.039 0.532 0.071 -0.047
O 2.001 13.829 19.65 0.264 0.099 0.035
O 9.76 11.012 18.607 0.221 0.303 0.177
O -3.05 12.384 29.458 -0.14 0.301 -0.527
O -0.594 9.805 26.847 0.261 0.101 0.033
O 6.181 10.799 25.427 0.452 0.277 -0.099
O -1.677 7.443 18.055 0.25 0.203 0.392
O 10.494 5.516 23.644 -0.26 0.125 -0.06
O -2.099 12.935 24.289 -0.322 0.437 -0.565
O 1.338 5.351 26.531 -0.1 -0.214 -0.163
O 2.142 6.058 24.175 -0.145 0.071 -0.204
O 4.642 5.305 23.926 0.143 0.103 -0.054
O 10.115 4.778 28.364 -0.425 0.136 0.074
O 11.932 3.277 23.905 0.522 0.314 0.487
O -2.879 4.084 29.085 0.09 0.19 -0.202
O -1.783 9.514 23.358 -0.259 0.194 0.19
O 7.155 5.94 23.812 0.246 -0.078 -0.132
O 1.963 8.527 20.195 -0.273 0.165 0.044
O 0.612 9.458 22.176 0.105 -0.664 0.205
O 10.914 5.831 26.13 0.27 0.044 0.107
O 7.707 3.389 20.684 0.061 0.503 -0.1
O -1.431 10.796 21.071 -0.29 -0.085 -0.019
O 11.589 7.868 24.377 -0.352 0.309 -0.03
O 8.035 11.303 28.015 0.38 -0.187 -0.011

Results
total energy: -102986.738 eV
total energy less fixed offsets of O -438.35, Si -107.03 eV per atom: 1.972 eV
